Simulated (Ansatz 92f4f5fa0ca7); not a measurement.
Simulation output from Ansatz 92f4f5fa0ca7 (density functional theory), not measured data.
Periodic cell of 215 atoms, Si133O82, from a study of silicon, its oxide and their interface. The atomic structure is a simulated model.

Settings
functional: PBE
potential files: Ansatz PAW
basis: plane waves
wave-function cutoff: 700 eV
density cutoff ratio: 5
exchange-correlation grid ratio: 1
k mesh: 2 x 2 x 1, shifted by 0.5 0.5 0.5 of a step
self-consistency stop: 5e-08 eV per atom in the density residual
occupations: fixed
spin: none
net charge: 0

Cell vectors (angstrom)
a	10.938	0	0
b	0	10.938	0
c	0	0	31.3778

Atoms: element, x, y, z (angstrom)
Si	0.5622	-0.4724	24.003
Si	5.1276	0.5252	24.0373
Si	3.1822	2.0645	23.9979
Si	7.9246	3.2553	23.982
Si	-0.4574	5.7896	24.0845
Si	5.975	4.7786	23.8846
Si	2.1146	8.5574	23.9923
Si	8.6881	7.5589	23.8091
Si	1.4452	1.2356	25.365
Si	6.8927	1.4605	25.255
Si	4.1213	3.975	25.1318
Si	9.517	4.1528	25.4404
Si	1.2855	6.8301	25.3224
Si	6.855	6.7035	25.0852
Si	4.0962	9.5331	25.0477
Si	9.5788	9.468	25.0387
Si	2.8321	-0.1081	26.6496
Si	8.2405	-0.0412	26.5008
Si	0.0297	2.7015	26.6026
Si	5.4812	2.7442	26.6406
Si	2.7663	5.4263	26.5317
Si	8.1391	5.5129	26.689
Si	-0.0543	8.2285	26.6312
Si	5.4862	8.1633	26.4598
Si	4.1018	1.3673	27.9595
Si	9.5708	1.3673	27.9595
Si	1.3673	4.1018	27.9595
Si	6.8362	4.1018	27.9595
Si	4.1018	6.8362	27.9595
Si	9.5708	6.8362	27.9595
Si	1.3673	9.5708	27.9595
Si	6.8362	9.5708	27.9595
Si	0	0	29.3268
Si	5.469	0	29.3268
Si	2.7345	2.7345	29.3268
Si	8.2035	2.7345	29.3268
Si	0	5.469	29.3268
Si	5.469	5.469	29.3268
Si	2.7345	8.2035	29.3268
Si	8.2035	8.2035	29.3268
Si	1.3673	1.3673	30.694
Si	6.8362	1.3673	30.694
Si	4.1018	4.1018	30.694
Si	9.5708	4.1018	30.694
Si	1.3673	6.8362	30.694
Si	6.8362	6.8362	30.694
Si	4.1018	9.5708	30.694
Si	9.5708	9.5708	30.694
Si	2.7345	0	0.6835
Si	8.2035	0	0.6835
Si	0	2.7345	0.6835
Si	5.469	2.7345	0.6835
Si	2.7345	5.469	0.6835
Si	8.2035	5.469	0.6835
Si	0	8.2035	0.6835
Si	5.469	8.2035	0.6835
Si	4.1018	1.3673	2.0507
Si	9.5708	1.3673	2.0507
Si	1.3673	4.1018	2.0507
Si	6.8362	4.1018	2.0507
Si	4.1018	6.8362	2.0507
Si	9.5708	6.8362	2.0507
Si	1.3673	9.5708	2.0507
Si	6.8362	9.5708	2.0507
Si	0	0	3.418
Si	5.469	0	3.418
Si	2.7345	2.7345	3.418
Si	8.2035	2.7345	3.418
Si	0	5.469	3.418
Si	5.469	5.469	3.418
Si	2.7345	8.2035	3.418
Si	8.2035	8.2035	3.418
Si	1.3627	1.4181	4.7275
Si	6.8258	1.3824	4.9168
Si	4.0841	4.1008	4.7269
Si	9.5222	4.131	4.8672
Si	1.3627	6.8258	4.7831
Si	6.8346	6.8497	4.74
Si	4.1614	9.5879	4.8417
Si	9.5163	9.6187	4.7273
Si	2.7797	0.1193	6.0951
Si	8.2862	0.0012	6.3036
Si	0.081	2.8116	6.1826
Si	5.3682	2.8201	6.2332
Si	2.7695	5.4771	6.1158
Si	8.0551	5.4883	6.2236
Si	-0.0675	8.2142	6.0181
Si	5.6476	8.2748	6.2002
Si	3.4951	1.9639	7.4412
Si	10.277	0.896	7.304
Si	1.8548	3.7499	7.4708
Si	6.1291	4.6882	7.4915
Si	4.4595	6.598	7.2942
Si	9.1637	7.2536	7.3156
Si	0.9439	10.039	7.0581
Si	7.5022	9.0703	7.5963
O	6.2524	4.0954	9.0533
O	7.2893	9.408	9.2463
O	8.5627	15.6233	10.0377
O	1.2167	9.8238	8.6966
O	3.5695	1.6883	9.0802
O	1.5511	4.0996	9.0808
O	10.5571	1.0091	8.9864
O	3.6568	7.4676	8.4905
O	8.2138	7.836	22.2187
O	8.7838	3.1398	22.5222
O	5.4435	4.8025	22.2989
O	2.5172	2.1192	22.4557
O	11.4239	11.1693	22.4798
O	0.0113	4.8321	22.7819
O	1.9763	7.693	22.5491
O	5.999	0.4286	22.6082
Si	15.1251	12.3751	10.5539
Si	1.3091	1.9513	14.5739
Si	3.4669	7.4512	10.1045
Si	1.6332	6.3127	18.4723
Si	-1.701	17.0638	14.6603
Si	1.1092	7.1193	15.6215
Si	7.1722	12.1165	14.3803
Si	10.1257	3.7944	21.8053
Si	5.5517	6.663	11.9728
Si	1.6049	2.2742	17.5522
Si	7.0426	4.2679	10.4724
Si	12.749	9.8826	14.6588
Si	-1.1217	5.1079	18.9989
Si	3.1078	14.2792	12.6811
Si	2.6506	7.6482	21.0702
Si	2.3498	10.0324	11.5814
Si	7.2542	11.6932	18.5567
Si	5.9554	-0.1763	21.1077
Si	8.2778	7.744	12.3437
Si	11.1041	-0.3765	9.7099
Si	5.4035	13.1625	16.805
Si	-1.4127	3.0582	14.483
Si	7.1637	7.9578	20.9691
Si	-5.8024	5.59	20.9091
Si	3.1851	10.8539	17.081
Si	9.5902	5.9396	10.1138
Si	-1.3833	2.5456	17.6693
Si	12.2149	12.3435	21.6393
Si	3.8614	4.1994	18.3873
Si	-4.5181	6.9378	15.9979
Si	6.9269	12.2948	11.4271
Si	8.0816	7.6218	18.1769
Si	8.3234	9.932	10.4233
Si	3.188	10.5567	20.0032
Si	1.5592	4.9164	10.4997
Si	7.3316	9.6433	16.3152
Si	3.8749	5.8744	14.3698
O	8.2	0.5805	10.7724
O	4.2808	22.9291	16.6978
O	5.7396	1.0301	10.3647
O	8.9601	14.8792	18.2466
O	1.6586	7.1611	19.8692
O	3.8936	6.6144	21.1119
O	-4.171	7.353	12.7905
O	3.4874	11.1199	11.2728
O	7.8155	6.2703	15.4468
O	11.8029	8.5935	14.9699
O	13.6397	6.0673	10.4716
O	0.1395	2.4439	18.2049
O	0.4693	5.1757	18.6082
O	6.2974	19.4909	15.6405
O	-2.4023	8.7142	16.9987
O	4.292	17.5982	13.0049
O	2.7148	3.0155	18.5129
O	1.7975	11.6042	17.4633
O	4.7829	4.489	19.7273
O	13.9532	9.8855	15.7829
O	1.3524	7.3157	17.2235
O	6.4526	11.799	12.9377
O	-2.1525	7.0215	10.9983
O	11.1232	2.5881	21.2884
O	0.0438	13.6287	13.8801
O	1.8975	4.0248	11.8241
O	9.8899	6.609	8.6694
O	6.0622	9.1324	21.2663
O	9.2857	7.3212	13.5427
O	9.8105	-1.3522	9.8646
O	0.9052	10.6997	11.1568
O	8.1828	9.3038	11.9298
O	4.5583	0.353	20.4666
O	2.4181	-4.562	14.9344
O	-4.6399	2.0109	18.1541
O	6.4537	6.5213	20.6303
O	-1.293	4.7653	20.579
O	7.2252	13.8798	11.3751
O	5.0833	6.1469	15.4732
O	1.6534	13.6928	15.9763
O	3.0595	5.5933	18.1176
O	-0.2822	6.2595	15.4675
O	2.402	9.6882	13.1642
O	2.5507	2.0682	13.5354
O	-3.2591	10.7494	15.1578
O	-2.1601	12.1467	18.188
O	11.9249	11.2938	14.7693
O	3.7663	15.2584	13.8318
O	3.4747	10.0505	18.4633
O	3.0673	9.1954	20.8569
O	6.2686	2.0996	15.4134
O	11.0098	-5.4129	10.773
O	-1.4341	2.7036	16.0655
O	7.1518	11.3383	20.1451
O	6.672	6.9177	17.6393
O	-2.5017	12.9877	13.849
O	-1.7097	17.463	18.4813
O	7.9117	8.4111	19.5918
O	-6.8	13.687	11.5527
O	2.6138	8.6701	10.7367
O	6.1629	5.2571	11.4277
O	4.7591	3.7143	17.0857
O	9.1915	4.599	14.0789
O	15.9353	7.4958	10.6934
O	6.7353	-0.4892	17.6156
O	1.9361	11.58	20.3244

Results
free energy: -131199.662 eV
free energy less fixed offsets of O -569.03, Si -635.61 eV per atom: -3.072 eV

Forces (eV/angstrom), in the order of the atoms: element, x, y, z
Si	0.043	0.0016	-0.0614
Si	-0.0148	0.0454	-0.0506
Si	0.0239	-0.0406	-0.0586
Si	-0.0035	0.0331	-0.0479
Si	-0.0237	0.0185	-0.0487
Si	0.03	-0.0344	-0.0623
Si	-0.0629	-0.0025	-0.058
Si	0.0163	-0.0339	-0.0569
Si	0.0015	0.0216	0.002
Si	0.0262	0.0348	-0.0084
Si	-0.0024	-0.0231	0.0313
Si	-0.0259	-0.0053	-0.0008
Si	-0.0289	-0.0322	0.0034
Si	0.0066	-0.0077	0.0075
Si	-0.0412	0.0181	0.0219
Si	0.0373	0.0009	0.0296
Si	0.0181	-0.018	-0.0507
Si	0.0098	-0.0266	0.0649
Si	0.0172	-0.0129	0.0344
Si	-0.0185	-0.0082	-0.0455
Si	0.0215	-0.0055	0.0428
Si	-0.0222	0.0349	-0.0499
Si	-0.0131	0.0126	-0.0498
Si	-0.0034	0.0113	0.0891
Si	0.3057	-0.2251	0.3269
Si	0.0121	-0.3682	-0.3127
Si	0.234	-0.0405	-0.2129
Si	-0.3568	0.1277	0.7343
Si	0.1635	-0.0641	-0.6489
Si	-0.2733	0.3031	0.5731
Si	-0.0077	-0.209	0.3402
Si	0.0019	-0.1661	-0.7884
Si	0.0491	0.0508	0.0039
Si	-0.0361	0.111	-0.0077
Si	-0.0498	-0.0065	-0.0018
Si	-0.0903	-0.0093	-0.047
Si	-0.0093	0.0491	-0.048
Si	0.0394	-0.059	0.0483
Si	-0.1671	-0.0452	-0.035
Si	0.05	-0.0806	0.046
Si	-0.0278	-0.0119	0.0041
Si	0.0652	-0.0626	0.0084
Si	0.0065	0.047	0.0068
Si	0.0487	-0.0445	-0.0217
Si	0.1011	-0.0261	0.0008
Si	-0.0675	0.0594	0.0155
Si	0.0414	-0.0562	-0.0134
Si	-0.0271	0.0406	0.0003
Si	0.0255	-0.0041	-0.0026
Si	0.0071	0.0387	0.0133
Si	-0.0101	0.0614	0.0044
Si	-0.0087	-0.0348	-0.0059
Si	-0.1248	0.0212	0.0137
Si	0.014	0.0057	-0.0043
Si	-0.006	-0.0602	-0.0094
Si	-0.0378	0.0329	0.01
Si	0.0111	0.0654	0.0228
Si	0.0418	-0.0423	-0.0016
Si	0.0215	-0.0716	-0.0115
Si	-0.0043	0.0143	0.0345
Si	0.0414	-0.0114	-0.0211
Si	0.0445	0.0439	0.014
Si	0.031	0.058	0.0429
Si	0.0166	-0.0309	-0.0092
Si	-0.0644	0.2377	-0.2878
Si	0.2748	0.2076	0.4357
Si	-0.0236	0.1165	-0.7428
Si	-0.0724	-0.084	0.7059
Si	-0.2548	-0.1304	0.2829
Si	-0.0915	0.1025	-0.3207
Si	0.25	0.0957	0.4482
Si	-0.068	0.0474	-0.5188
Si	-0.0085	0.0156	0.0327
Si	0.0144	-0.0156	-0.0447
Si	0.0036	0.0084	0.0515
Si	0.0162	-0.0195	-0.0541
Si	-0.0092	0.0082	-0.074
Si	-0.0002	0.0121	0.0561
Si	-0.0102	0.017	-0.0524
Si	-0.0225	0.0149	0.0483
Si	0.0256	0.0188	-0.0342
Si	0.0052	-0.0275	-0.0416
Si	0.0013	-0.0029	-0.0243
Si	-0.0063	-0.0151	-0.034
Si	-0.0077	-0.042	0.0159
Si	-0.0161	0.0096	-0.0055
Si	0.0187	0.0154	0.0017
Si	0.0295	-0.0032	0.0138
Si	-0.0501	0.0417	0.0705
Si	0.0761	-0.0612	0.0655
Si	0.0113	-0.036	0.0439
Si	-0.0337	0.0158	0.0784
Si	-0.0163	-0.0017	0.0425
Si	0.0135	0.024	0.0683
Si	-0.0562	0.0402	0.0735
Si	0.0175	-0.0215	0.0548
O	0.009	0.0269	-0.0256
O	0.0054	0.0005	-0.0314
O	0.0103	0.0114	-0.0014
O	-0.0115	0.0063	0.0098
O	0.0121	-0.0014	-0.0204
O	0.0006	0.0127	-0.0164
O	-0.0134	-0.0175	-0.0025
O	0.0212	-0.0263	0.0033
O	-0.0075	0.0029	0.0051
O	0.0135	0.0065	0.0127
O	0.0044	0.0208	0.0001
O	-0.0162	0.0011	0.0124
O	0.004	0.014	0.0053
O	-0.0147	0.0004	0.0118
O	0.0272	0.0174	-0.0163
O	-0.0225	-0.0268	-0.0096
Si	0.0101	-0.0069	0.0209
Si	-0.0028	-0.001	-0.0032
Si	-0.0002	0.0128	0.0056
Si	-0.0011	0.004	0.0022
Si	0.0052	-0.0029	-0.0051
Si	-0.0014	0.0074	0.0047
Si	-0.0007	-0.0007	-0.0025
Si	0.0069	-0.0055	-0.0231
Si	-0.0068	0.0073	0.0017
Si	-0.0025	-0.0032	0.0062
Si	0.0131	-0.0025	0.0246
Si	-0.0039	-0.0026	0.0009
Si	-0.0026	-0.0011	0.0025
Si	-0.0026	-0.0002	0.0019
Si	0.0017	0.0032	0.0008
Si	-0.0118	-0.0022	-0.0001
Si	0.0003	-0.0014	0.0048
Si	-0.0027	0.004	-0.0049
Si	0.0028	0.0082	0.0067
Si	0.0007	-0.0027	-0.0113
Si	-0.0043	0.0073	0.0031
Si	0.0018	0.0029	-0.007
Si	-0.0098	0.0085	-0.0148
Si	-0.0051	0.0099	-0.0169
Si	-0.0008	-0.0035	0.0026
Si	-0.0018	-0.0002	0.0068
Si	0.0004	-0.0039	0.0095
Si	-0.0086	0.0004	-0.0181
Si	0.0049	-0.0041	-0.0009
Si	-0.0031	0.008	0.0101
Si	-0.0002	-0.0065	0.0032
Si	0.001	0.0061	0.0018
Si	0.0262	0.0104	0.0121
Si	0.0006	-0.003	0.0003
Si	0.0001	-0.0001	0.0232
Si	0.0001	-0.0007	0.0023
Si	0.0058	-0.005	-0.0037
O	-0.0076	0.0002	-0.0047
O	-0.0073	0.0037	0.0114
O	-0.0116	0.0142	0.0214
O	0.0155	-0.0005	-0.0005
O	0.0226	0	-0.0036
O	0.0002	-0.015	0.0028
O	0.0088	-0.0043	-0.0142
O	-0.0086	0.0103	-0.0112
O	-0.0138	0.0026	-0.006
O	0.0231	-0.0046	0.0057
O	-0.0056	-0.001	-0.0074
O	-0.0015	0.0063	-0.0219
O	0.0025	0.0194	0.0037
O	0.0224	-0.0169	0.013
O	-0.028	-0.0146	0.0163
O	0.0101	-0.0034	0.0182
O	-0.0065	-0.0006	-0.0235
O	0.0191	0.0129	-0.0179
O	-0.0069	0.0238	0.0092
O	-0.0252	0.0212	-0.0002
O	0	-0.0257	-0.0089
O	0.0075	0.0085	-0.0174
O	0.0045	-0.0176	0.0006
O	-0.0035	0.0056	0.0191
O	-0.0001	-0.0085	0.0254
O	0.0117	-0.0023	-0.0018
O	-0.0306	-0.003	-0.0101
O	0.0299	-0.0017	-0.005
O	-0.0208	-0.0104	-0.0014
O	-0.0113	0.0221	0.0166
O	0.0194	-0.0196	-0.0081
O	0.0018	-0.0054	-0.0092
O	0.0072	-0.0182	0.0023
O	-0.0021	0.0018	0.0174
O	0.0055	-0.026	-0.0137
O	-0.0083	0.0136	0.02
O	0.0087	-0.012	-0.0023
O	-0.0172	-0.0103	-0.0171
O	-0.0013	0.0189	-0.0308
O	-0.0096	-0.0189	-0.0044
O	-0.0125	-0.0132	0.0148
O	0.0086	0.015	-0.0192
O	-0.0124	0.0113	-0.0003
O	-0.0071	0.0142	0.0013
O	-0.0239	0.0159	0.0037
O	-0.0157	0.0154	-0.0088
O	0.0243	0.0002	-0.0103
O	-0.0155	0.0046	-0.0078
O	0.0031	0.0057	-0.0008
O	-0.0017	-0.0059	-0.0175
O	0.0098	-0.0164	0.0002
O	-0.0046	0.0001	-0.0203
O	0.0119	-0.0006	0.004
O	-0.0221	-0.0092	-0.0117
O	0.0291	0.0199	-0.0074
O	0.0063	0.0034	0.0247
O	-0.0109	-0.0096	-0.0051
O	-0.0125	-0.0157	0.0066
O	-0.0102	-0.0223	-0.0108
O	0.0132	0.0059	0.0064
O	0.0018	0.0024	-0.0194
O	-0.0121	-0.0068	0.0123
O	0.0099	-0.0105	0.0131
O	-0.0155	-0.0133	0.0066
O	0.0198	0.0138	-0.0061
O	0.0101	-0.0052	0.0311

The program warned: the cutoff lies below the one the program advises for these potential files; the forces do not sum to zero within the program's tolerance; the exchange-correlation potential is rough where the density is thin.
